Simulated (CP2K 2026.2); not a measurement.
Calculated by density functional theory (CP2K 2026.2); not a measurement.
Periodic cell of 432 atoms, Si324O108, from a study of silicon, its oxide and their interface. The atomic structure is a simulated model.
Doubt: the forces sum to 1.56 eV/angstrom along one axis rather than to zero, so they err by at least 0.0036 eV/angstrom per atom on average; the grid cutoff is modest.

Settings: functional PBE; method Gaussian and plane waves; basis set DZVP-MOLOPT-SR-GTH; pseudopotentials GTH-PBE; grid cutoff 350 Ry, relative cutoff 50 Ry; k points Gamma only; occupations fixed; spin none; net charge 0.

Cell vectors (angstrom)
a	16.32	0	0
b	0	16.32	0
c	-0.3215	2.9492	29.6361

Atoms and the computed forces on them: element, x, y, z (angstrom), force x, y, z (eV/angstrom)
Si	1.1818	15.2223	0.0105	0.1906	-0.1038	0.711
Si	3.9206	1.7383	0.0484	0.1712	-0.2657	0.6409
Si	1.661	3.9619	0.0689	-0.3064	0.1105	0.6366
Si	3.4215	10.0564	29.5633	0.1934	-0.1556	0.6759
Si	1.4212	9.2418	0.0324	-0.0076	0.2249	0.6837
Si	4.2753	14.5543	29.5798	-0.1802	0.2038	0.7146
Si	7.0951	14.5922	0.1104	-0.2421	0.138	0.7478
Si	9.1767	1.6003	0.1581	0.2123	-0.2244	0.7166
Si	6.9844	3.8858	0.2549	-0.1355	0.2555	0.6793
Si	8.7818	10.315	29.513	0.1333	-0.2429	0.6528
Si	6.8645	9.4736	0.3829	-0.0135	-0.0298	0.5225
Si	9.2857	12.3381	0.2201	0.2697	-0.1228	0.6738
Si	12.2255	17.6916	29.6237	-0.2437	0.134	0.6845
Si	14.9133	4.0265	29.5081	-0.2337	0.3258	0.7018
Si	11.9407	4.0664	0.2008	0.1358	0.1489	0.6635
Si	14.801	7.0074	0.1969	0.103	-0.3151	0.6862
Si	12.5039	9.1868	0.0462	-0.2323	0.4021	0.6785
Si	14.8484	12.5927	0.0561	0.0263	-0.3011	0.7071
Si	2.7738	16.3799	1.2834	-0.0191	0.0313	-0.0452
Si	5.4288	2.7427	1.514	-0.0403	-0.021	-0.0391
Si	2.7689	5.508	1.3877	0.0145	0.041	-0.0311
Si	5.3443	8.0849	1.4165	-0.0352	-0.0362	-0.0355
Si	2.7572	10.7913	1.2355	-0.0357	0.0285	-0.0644
Si	5.4428	13.4331	1.28	-0.0347	-0.0024	-0.0587
Si	8.1266	16.2598	1.4037	-0.0164	-0.0282	-0.048
Si	10.7709	2.6432	1.5433	-0.0489	-0.0221	-0.0401
Si	8.1615	5.6035	1.2946	0.0801	-0.0259	-0.0648
Si	10.7982	8.2085	1.317	0.0355	0.0023	-0.0274
Si	8.1901	10.8752	1.6411	0.0291	-0.0142	-0.041
Si	10.9387	13.5908	1.3228	-0.0084	0.0048	-0.0617
Si	13.6389	16.3489	1.2888	0.0279	0.0278	-0.038
Si	0.0016	2.726	1.2157	-0.0489	0.0169	-0.0449
Si	13.4984	5.4245	1.3484	0.0214	-0.0152	-0.0299
Si	-0.0003	8.1498	1.5242	-0.0003	-0.0177	-0.0363
Si	13.645	10.906	1.2491	-0.0321	-0.0031	-0.0401
Si	0.0712	13.6784	1.3968	0.0232	0.0179	-0.0244
Si	1.3685	1.4018	2.6624	0.0186	-0.0013	0.0291
Si	4.0928	4.1564	2.7979	-0.0091	0.0154	0.0385
Si	1.3618	6.7607	2.7982	-0.0009	-0.0357	0.0231
Si	4.0196	9.4852	2.7537	0.0142	0.0246	0.0473
Si	1.442	12.2272	2.6314	-0.0057	-0.0491	-0.012
Si	4.0874	14.9048	2.5997	0.028	-0.0035	-0.0152
Si	6.763	1.2917	2.7796	0.0466	0.0277	0.0279
Si	9.4597	4.1752	2.7418	-0.0352	0.0079	0.0493
Si	6.7561	6.7759	2.7594	-0.0026	-0.0059	0.0059
Si	9.5976	9.517	2.8512	0.0234	-0.0082	0.0476
Si	6.7616	12.2514	2.8412	-0.0322	0.0079	0.0526
Si	9.5805	14.9576	2.7177	-0.0001	-0.0194	0.0149
Si	12.2628	1.3087	2.7321	0.0107	-0.0041	0.018
Si	14.9239	4.038	2.6298	0.0229	0.0029	-0.0003
Si	12.1591	6.8105	2.7006	-0.0094	0.0215	0.0345
Si	14.9555	9.599	2.7349	-0.0125	0.0185	0.025
Si	12.2764	12.2152	2.6854	-0.0006	-0.0183	0.0032
Si	14.9834	15.0146	2.7303	-0.0304	0.0138	0.0259
Si	0.0276	16.3672	4.0697	-0.013	0.0229	-0.0213
Si	2.6965	2.7489	4.0706	-0.0184	-0.0079	-0.0132
Si	16.2751	5.3799	4.0588	-0.0132	0.0092	-0.0148
Si	2.6952	8.1445	4.1434	0.0467	-0.0148	-0.0108
Si	0.0443	10.9222	4.0544	0.0075	0.0029	-0.0151
Si	2.7396	13.5971	4.0294	0.0075	0.0187	0.0072
Si	5.3995	16.2447	4.0744	-0.0171	-0.0151	-0.0107
Si	8.1219	2.7386	4.0779	0.0107	0.0261	-0.0328
Si	5.4586	5.4439	4.1746	0.0027	-0.0021	0.0112
Si	8.1439	8.1504	4.1082	0.0061	-0.0117	-0.0537
Si	5.3954	10.8514	4.1264	-0.0284	0.0054	-0.0307
Si	8.1817	13.6292	4.1042	0.0162	-0.0154	-0.0248
Si	10.9092	16.2953	4.1057	-0.0122	0.003	0.0135
Si	13.6087	2.7072	4.0579	0.0055	-0.0097	0.0139
Si	10.8585	5.4578	4.1186	0.007	-0.0196	-0.0137
Si	13.5631	8.192	4.0412	-0.0108	0.0035	-0.0358
Si	10.9488	10.9043	4.1381	0.007	0.0373	0.0048
Si	13.62	13.6054	4.0515	0.0239	-0.0052	-0.0184
Si	1.3699	14.9652	16.3409	-0.0068	-0.0223	0.0186
Si	4.0459	17.6493	16.3284	0.0162	-0.0041	-0.0111
Si	1.3886	4.0851	16.3395	0.0219	-0.0191	0.0342
Si	4.1009	6.8409	16.3638	0.0037	-0.0174	0.0035
Si	1.3817	9.5078	16.3718	0.0162	0.0326	-0.0013
Si	4.1011	12.2129	16.3454	0.0027	0.0058	0.0132
Si	6.726	14.9378	16.2518	-0.0159	-0.0237	0.041
Si	9.539	17.7495	16.2435	0.0118	-0.0106	0.0075
Si	6.803	4.0649	16.3557	0.0105	-0.0032	0.0381
Si	9.4973	6.7695	16.3426	0.0102	-0.0003	0.034
Si	6.7915	9.4898	16.4056	-0.0233	0.0019	-0.0074
Si	9.4898	12.1776	16.2418	0.001	0.0004	0.0079
Si	12.1776	14.9319	16.2072	0.0121	0.0135	0.0255
Si	14.9679	17.7056	16.2243	-0.0007	0.0339	0.0066
Si	12.2516	4.1153	16.3096	0.0048	-0.0043	0.002
Si	14.9728	6.8438	16.3516	-0.0249	0.0187	0.0204
Si	12.2367	9.5431	16.2826	-0.0109	0.0234	0.0094
Si	15.0111	12.277	16.2539	0.0051	0.0083	0.0042
Si	2.7116	16.3062	17.7478	0.0108	0.0033	0.0332
Si	5.3971	2.6861	17.6736	0.003	-0.0054	-0.0151
Si	2.7256	5.4998	17.6999	-0.0261	-0.0205	-0.046
Si	5.4487	8.1334	17.8252	-0.002	0.0022	0.0004
Si	2.8126	10.8079	17.7356	0.0057	-0.0236	-0.0247
Si	5.4357	13.5812	17.7177	0.0063	0.0042	-0.0403
Si	8.0961	16.3836	17.4595	0.0042	0.0421	-0.0542
Si	10.8908	2.7685	17.6671	-0.0259	-0.0286	-0.013
Si	8.1852	5.3768	17.7617	-0.0094	0.0151	-0.0525
Si	10.8871	8.1648	17.6329	-0.0119	-0.0071	-0.0377
Si	8.1825	10.8753	17.7065	0.003	-0.0095	0.0207
Si	10.8382	13.5248	17.5614	0.0534	0.0011	-0.0249
Si	13.5234	16.3596	17.4676	-0.0351	-0.0105	-0.0437
Si	0.0302	2.6628	17.645	-0.0086	-0.0118	-0.0476
Si	13.635	5.4464	17.6845	0.0025	-0.0189	0.0355
Si	-0.0505	8.246	17.7574	0.0251	0.0633	0.0099
Si	13.5992	10.9787	17.5715	-0.0558	-0.0181	-0.0396
Si	0.0352	13.5774	17.6886	-0.0145	-0.0379	-0.0192
Si	1.2903	17.5933	19.12	-0.0167	-0.0076	0.0687
Si	4.0286	4.0533	19.032	-0.0094	0.024	0.0194
Si	1.3091	6.8389	19.0622	0.0196	-0.053	0.0366
Si	4.1399	9.5094	19.2597	0.0154	0.0414	0.0763
Si	1.4923	12.2143	19.0456	-0.0455	0.0463	0.0097
Si	4.0839	14.9577	19.1196	0.0389	-0.0182	0.0596
Si	6.8206	17.6341	18.9617	-0.0174	0.0312	0.0441
Si	9.6026	4.0439	19.1659	0.0395	0.024	0.0711
Si	6.7696	6.6858	19.1507	-0.0265	-0.0382	0.0518
Si	9.5288	9.4888	19.0455	0.0228	-0.0023	0.0687
Si	6.8536	12.2417	19.0839	-0.0215	0.021	0.0316
Si	9.3944	14.9575	18.6924	-0.0258	-0.0398	0.0094
Si	12.2533	17.6924	18.9361	0.0209	0.043	0.0735
Si	15.0304	4.0578	18.9914	0.007	0.0229	0.0436
Si	12.298	6.8586	18.9969	0.0215	0.0417	0.0488
Si	14.9204	9.7593	19.04	0.0187	0.0065	0.0368
Si	12.2261	12.2379	18.9922	-0.0027	0.0299	0.019
Si	14.7953	14.9612	18.7916	0.043	-0.0405	0.0093
Si	15.9134	16.3493	20.2547	0.2475	-0.1426	-0.6939
Si	2.4149	2.9507	20.3299	0.0349	-0.1466	-0.7478
Si	0.234	5.2079	20.3814	-0.182	0.0999	-0.735
Si	2.6998	8.0678	20.4829	-0.0254	0.2801	-0.7412
Si	-0.1445	11.2808	20.3997	0.0823	-0.1902	-0.7204
Si	3.0362	13.3167	20.4508	-0.2341	0.3243	-0.6278
Si	5.7216	16.1006	20.3459	-0.1325	0.1081	-0.7154
Si	7.9645	2.8032	20.3602	0.3851	-0.2555	-0.6896
Si	5.6632	4.987	20.4428	-0.2428	0.3759	-0.7233
Si	8.4289	7.8473	20.3238	-0.2173	0.1706	-0.8026
Si	5.38	11.1313	20.5444	0.2187	-0.3195	-0.6614
Si	7.9765	13.9503	20.2397	0.008	-0.174	-0.7102
Si	10.8763	16.1157	19.9738	0.0077	0.3258	-0.6834
Si	13.9321	2.4243	20.2288	-0.214	0.0899	-0.7735
Si	10.7793	5.7347	20.3792	0.2067	-0.3388	-0.7253
Si	13.3984	8.5083	20.2808	0.0586	-0.0954	-0.795
Si	11.1459	10.6358	20.3086	-0.2049	0.0938	-0.7805
Si	13.1676	14.0145	20.222	0.273	-0.3781	-0.7033
Si	11.5072	6.5691	25.9291	-0.0158	0.1028	-0.0262
Si	4.1163	17.7543	22.5442	0.0154	-0.0556	-0.0513
Si	7.1233	7.9796	23.1055	0.0811	-0.1807	0.0053
Si	12.16	5.4446	23.2737	-0.0905	0.0338	-0.0137
Si	3.0256	6.9988	25.2649	0.1376	0.0262	-0.0163
Si	2.4016	16.2723	24.7406	0.0585	0.0183	0.1345
Si	14.8458	6.7887	22.5262	0.0141	-0.0423	-0.1617
Si	0.2852	8.1917	24.7445	-0.0484	0.028	-0.0078
Si	15.5622	13.6958	27.543	0.0176	-0.0478	0.0919
Si	6.7052	7.6323	27.0657	0.0922	0.0228	0.0711
Si	0.4468	14.005	24.6082	-0.0176	0.013	0.024
Si	6.9522	10.8217	23.3506	-0.1274	0.0804	-0.1771
Si	12.4822	13.3545	27.0929	0.0313	0.0755	-0.004
Si	1.3579	9.9453	22.6111	0.0233	0.0636	-0.0442
Si	4.9971	12.2275	25.173	-0.1444	0.0232	-0.0012
Si	9.7581	8.3174	27.6178	0.0223	0.1643	0
Si	7.3024	5.6013	25.0005	0.0126	0.0909	0.0529
Si	4.472	6.5747	22.5105	-0.0806	-0.0442	-0.033
Si	3.4838	4.4213	26.8043	0.0593	-0.0745	0.0937
Si	4.5251	14.8865	26.6227	-0.0228	0.0564	0.0152
Si	4.4859	9.4871	26.5992	-0.0187	0.0254	0.111
Si	2.6635	12.5843	23.245	-0.0946	0.1038	-0.115
Si	9.6256	4.2874	26.7714	-0.0946	0.0482	0.0552
Si	15.3369	13.9583	21.98	0.0102	0.122	-0.1104
Si	9.543	12.3174	22.4182	-0.029	0.0954	-0.1111
Si	11.5361	16.8388	24.2344	-0.1203	-0.0613	-0.1288
Si	2.3731	18.1616	27.0468	0.0108	0.0087	0.0196
Si	12.3109	2.7388	22.6613	0.0336	-0.0836	0.09
Si	5.5362	17.5938	26.9871	-0.0629	-0.0857	-0.0169
Si	13.6876	5.9953	27.7651	-0.0188	-0.12	-0.1559
Si	5.5101	3.19	24.7366	-0.0254	-0.0704	0.1283
Si	10.8826	17.9151	26.8768	0.0438	0.0198	0.1
Si	10.2577	15.0964	27.2614	0.0507	-0.0775	-0.0136
Si	10.9635	13.9136	24.7614	-0.0399	0.126	0.0374
Si	15.8477	8.251	27.7267	0.1103	-0.0384	0.0675
Si	9.7734	17.8296	22.2254	-0.1192	-0.0117	0.1147
Si	1.3716	14.9638	5.3999	0.0118	-0.0118	0.0005
Si	4.0533	1.3442	5.4081	0.0084	-0.0011	-0.0146
Si	1.3319	4.0717	5.4498	-0.0006	-0.0027	0.0047
Si	4.0802	6.8104	5.4908	-0.0049	0.0069	0.0068
Si	1.3393	9.5329	5.4535	-0.0046	0.0079	-0.0016
Si	4.0604	12.2473	5.4501	-0.0007	-0.0001	-0.012
Si	6.8026	14.9632	5.4598	0.0138	0.0011	-0.0041
Si	9.5298	1.3806	5.4162	0.0064	-0.0032	-0.0211
Si	6.7906	4.0532	5.4962	0.0138	-0.0117	0.0144
Si	9.4992	6.8009	5.4796	-0.0194	-0.0074	-0.0198
Si	6.7917	9.5147	5.4648	-0.0043	-0.0009	0.015
Si	9.5335	12.2506	5.4533	-0.0062	-0.0022	0.0034
Si	12.257	14.9327	5.4504	-0.0015	-0.0058	0.0031
Si	14.9702	1.3708	5.4411	-0.0027	0.0148	-0.0081
Si	12.2461	4.077	5.4242	0.0155	-0.0012	-0.0011
Si	14.9319	6.7992	5.3886	-0.0071	0.004	-0.0125
Si	12.2691	9.5247	5.4808	0.009	0.0001	0.0017
Si	14.9927	12.267	5.4207	-0.0092	0.0028	-0.0058
Si	2.7133	16.3137	6.7869	-0.0158	0.0098	-0.0091
Si	5.4094	2.6886	6.8068	0.0164	0.0003	0.0022
Si	2.7005	5.435	6.8078	0.002	-0.0013	0.0014
Si	5.4414	8.1645	6.8375	0.0011	-0.0119	0.0012
Si	2.7034	10.8887	6.8101	0.0017	0.0033	0.0057
Si	5.4426	13.5918	6.8059	0.012	-0.0058	0.0004
Si	8.1635	16.3446	6.7929	-0.0237	0.0115	-0.0096
Si	10.888	2.7223	6.7925	-0.012	0.0015	-0.0052
Si	8.1559	5.4283	6.8333	0.0006	-0.0217	0.0011
Si	10.8746	8.1699	6.8151	0.0028	0.0169	0.0018
Si	8.1639	10.8839	6.8025	0.0056	0.0103	-0.0044
Si	10.8875	13.5995	6.8203	0.0027	0.0014	-0.0048
Si	13.6079	16.3193	6.7912	0.0136	-0.0141	0.0055
Si	-0.0077	2.7198	6.8191	-0.0086	-0.0035	0.0102
Si	13.5958	5.4486	6.7831	-0.0018	-0.0039	-0.0052
Si	-0.0262	8.1507	6.7799	-0.0059	0.0142	-0.0092
Si	13.6413	10.8966	6.8007	0.0074	-0.021	-0.0004
Si	0.0149	13.6213	6.7886	-0.0133	0.0042	0.0057
Si	1.3594	1.3532	8.1594	-0.008	-0.0099	0.0005
Si	4.0631	4.07	8.162	-0.0198	-0.0155	-0.0044
Si	1.3446	6.8064	8.1543	0.0064	-0.0038	-0.0012
Si	4.0691	9.5289	8.1699	0.0156	0.0115	0
Si	1.3527	12.2501	8.1621	-0.0004	-0.0023	0.0013
Si	4.0784	14.9608	8.1504	0.0011	0.0173	-0.0044
Si	6.7932	1.3578	8.1661	0.0053	0.0018	0.0024
Si	9.5295	4.0721	8.1682	0.0065	0.0023	0.0011
Si	6.7944	6.792	8.1828	0.004	0.0079	0.0025
Si	9.5179	9.5275	8.1701	-0.0171	-0.0061	0.0017
Si	6.7998	12.2347	8.1648	0.0057	-0.0046	0.0007
Si	9.5159	14.9715	8.1563	0.0196	-0.0095	-0.0019
Si	12.2442	1.36	8.1516	-0.0027	0.001	-0.0077
Si	14.9555	4.0963	8.1574	0.0108	0.0045	0.0036
Si	12.2386	6.8007	8.1568	0.0029	-0.0134	0.0004
Si	14.9682	9.518	8.1628	-0.01	0.0087	0.0067
Si	12.257	12.2371	8.1622	-0.0111	0.0034	0.0034
Si	14.9669	14.9678	8.1553	-0.0032	0.0104	-0.0016
Si	-0.0012	16.3241	9.5198	0.0015	-0.0038	0.004
Si	2.7114	2.715	9.5258	-0.0015	-0.0051	0.0006
Si	-0.0013	5.4469	9.5242	-0.0172	-0.0047	0.0029
Si	2.7109	8.1597	9.5208	-0.0025	0.0069	-0.0012
Si	0.0084	10.8764	9.5221	0.0028	-0.0064	0.0029
Si	2.7211	13.6033	9.5137	-0.0023	-0.0036	0.0019
Si	5.4325	16.315	9.5185	0.0064	-0.0091	0.0009
Si	8.153	2.7238	9.52	-0.0032	0.0016	0.0001
Si	5.4246	5.4323	9.5263	0.0111	-0.0016	-0.0011
Si	8.1569	8.1615	9.5246	0.0113	0.001	-0.0031
Si	5.4373	10.8777	9.5239	0.0009	-0.0032	0.0011
Si	8.158	13.602	9.5165	-0.0138	0.0076	0.0029
Si	10.8783	16.3269	9.5148	-0.0031	0.0107	0.0016
Si	13.5984	2.731	9.51	-0.0062	0.0033	0.0013
Si	10.8839	5.4406	9.519	-0.0056	-0.0094	0.0011
Si	13.5992	8.1625	9.5163	-0.0002	0.0096	-0.0098
Si	10.8885	10.8817	9.5214	0.0097	0.0027	-0.0022
Si	13.6094	13.6035	9.5178	0.0017	0.0047	-0.0034
Si	1.3582	14.9591	10.87	-0.0129	0.0161	-0.0094
Si	4.0786	1.3602	10.881	0.0063	0.0025	-0.0007
Si	1.3619	4.086	10.8856	0.0045	-0.0034	0.0013
Si	4.0697	6.7983	10.8862	0.0001	-0.0057	-0.0041
Si	1.367	9.5213	10.8905	0.0049	0.0097	0.0035
Si	4.0753	12.2373	10.8736	0.0076	0.0046	-0.0036
Si	6.7828	14.9489	10.8754	0.003	0.0087	0.0012
Si	9.5102	1.362	10.8745	0.0047	-0.0046	0.0066
Si	6.7949	4.0836	10.8836	0.0059	-0.0047	0.0079
Si	9.5193	6.7995	10.8721	0.0011	0.0047	-0.0021
Si	6.7885	9.5103	10.8831	-0.0066	0.0023	-0.0026
Si	9.5188	12.2374	10.875	0.0093	-0.0026	-0.0054
Si	12.2416	14.9663	10.8702	-0.0011	-0.0034	0.0006
Si	14.9657	1.3805	10.8699	-0.0113	-0.001	-0.0052
Si	12.2439	4.0873	10.8783	0.0011	0.0001	0.0018
Si	14.9636	6.8125	10.8799	-0.0006	0.0002	-0.0068
Si	12.241	9.5162	10.8808	-0.0132	-0.0115	0.0097
Si	14.9668	12.2361	10.8745	-0.0041	-0.0068	0.0006
Si	2.7102	16.319	12.2271	-0.0022	-0.0189	-0.007
Si	5.4337	2.7267	12.2433	0.0071	0.0085	0.0035
Si	2.7249	5.4367	12.2573	-0.01	-0.0005	0.0031
Si	5.429	8.1556	12.2527	0.0083	-0.0009	-0.0014
Si	2.7319	10.8799	12.2472	0.0119	0.0046	-0.0023
Si	5.4279	13.5845	12.2393	-0.0007	-0.0057	0.0045
Si	8.1324	16.3231	12.2214	-0.0029	-0.019	-0.0048
Si	10.871	2.731	12.2251	-0.0082	-0.0055	-0.0017
Si	8.1505	5.4581	12.2355	0.0148	0.0111	-0.0059
Si	10.8757	8.1524	12.2334	-0.0061	-0.0072	-0.0001
Si	8.1548	10.8661	12.2303	0.0009	0.0006	-0.0018
Si	10.877	13.6039	12.2262	0.0084	0.0154	0.0075
Si	13.6074	16.3356	12.2165	0.0053	0.0206	-0.0018
Si	-0.0018	2.7367	12.2454	-0.0036	0.0028	0.0039
Si	13.6008	5.4587	12.2348	0.001	-0.0073	-0.0039
Si	0.0128	8.1562	12.2486	-0.0214	-0.0042	-0.0012
Si	13.6135	10.8707	12.2315	-0.0057	0.0075	0.0011
Si	0.0128	13.5908	12.2309	0.0025	-0.005	0.009
Si	1.3701	1.3712	13.5891	-0.0012	0.0048	0.002
Si	4.095	4.089	13.6259	0.0051	-0.012	-0.0006
Si	1.3713	6.7989	13.6201	0.0165	-0.0013	-0.0032
Si	4.0812	9.52	13.6209	-0.0115	0.0103	-0.0072
Si	1.3738	12.2371	13.6043	-0.0008	-0.0034	-0.0003
Si	4.0463	14.9384	13.5813	0.0019	0.0123	-0.001
Si	6.7804	1.3582	13.5971	0.0116	-0.0123	0.008
Si	9.5173	4.1031	13.5799	-0.0128	0.0011	0.0012
Si	6.7897	6.801	13.6176	0.0013	-0.0084	0.0026
Si	9.4954	9.487	13.5902	0.0107	0.0053	-0.0051
Si	6.786	12.2096	13.5906	-0.0074	-0.0095	0.0042
Si	9.4834	14.9556	13.5659	0.0026	0.0179	0.0021
Si	12.2419	1.3744	13.5697	0.005	-0.009	0.0083
Si	14.9705	4.1232	13.5979	-0.0209	0.0036	0.0019
Si	12.241	6.8109	13.6007	-0.0086	0.0068	-0.0006
Si	14.978	9.5183	13.6035	0.0178	-0.0074	0.0056
Si	12.2465	12.2355	13.5691	-0.0089	-0.0075	0.0096
Si	14.977	14.9739	13.5616	-0.013	0.0042	-0.0055
Si	0.0245	16.3149	14.9341	-0.0175	-0.0167	0.0149
Si	2.7241	2.7225	14.9653	0.0009	0.0098	-0.0038
Si	0.0119	5.4597	14.9972	0.0042	-0.0108	0.0102
Si	2.7259	8.1622	14.9852	0.0013	-0.0085	0.0057
Si	0.0383	10.8626	14.9632	-0.0002	0.0032	0.0004
Si	2.7248	13.5821	14.9887	-0.0019	0.0019	0.0142
Si	5.3822	16.309	14.9232	-0.0045	-0.0033	-0.0038
Si	8.1413	2.7551	14.9239	0.0058	0.0082	-0.0011
Si	5.4491	5.4514	15.0071	0.0107	0.0048	0.004
Si	8.1402	8.1476	14.9974	0.0018	0.0065	0.0164
Si	5.4568	10.8512	14.9937	0.0228	0.0025	0.0101
Si	8.1299	13.5831	14.9303	0.0075	0.0134	-0.0028
Si	10.8462	16.3334	14.8899	0.0033	0.003	-0.0119
Si	13.596	2.76	14.9196	-0.0223	-0.0101	0.0015
Si	10.8738	5.4559	14.9558	-0.0099	-0.0109	0.0037
Si	13.6089	8.1681	14.9587	-0.0213	-0.0067	-0.0051
Si	10.8721	10.8562	14.8979	0.0177	-0.0118	-0.0172
Si	13.617	13.6123	14.9016	0.0019	0.0006	0.0046
O	6.5226	4.3692	24.3273	0.245	0.0278	-0.5033
O	4.0994	12.7333	23.9295	0.1562	0.4227	-0.1235
O	11.6772	18.3387	28.2199	0.0804	0.6714	0.0454
O	15.9083	5.8702	21.7252	0.1958	0.1369	0.3898
O	6.8338	3.8983	20.6996	-0.0977	0.1672	0.2184
O	12.2301	9.5217	20.8383	0.013	0.0575	0.3746
O	14.9429	17.5695	20.7537	-0.019	-0.0079	0.3538
O	1.1012	15.4423	24.3001	-0.3048	0.1324	-0.5639
O	6.8511	15.002	20.8248	-0.2223	-0.1518	0.4344
O	11.6513	15.24	24.1252	0.1727	-0.1375	-0.4148
O	1.5518	17.5507	28.2978	0.0997	-0.6865	0.0505
O	5.9971	10.7724	22.0215	-0.2248	-0.1595	0.1466
O	4.2901	3.8573	25.5394	-0.0765	0.0694	-0.3649
O	10.4181	7.708	28.9649	-0.4412	0.2488	0.3214
O	7.7727	5.7169	29.4768	-0.1872	0.2066	-0.2841
O	13.3368	11.0218	29.4046	0.15	-0.167	-0.4017
O	1.3431	4.0886	20.8515	0.0056	0.0958	0.2566
O	0.9355	7.7291	28.3337	0.4762	0.3113	-0.4261
O	13.407	16.633	29.217	-0.0094	-0.038	-0.2841
O	2.4637	13.6039	21.979	-0.072	0.2601	0.223
O	3.9635	9.5059	28.1319	-0.1488	-0.1244	0.049
O	7.5999	11.4323	29.1836	-0.1158	-0.0775	-0.3559
O	5.1749	5.2217	21.9924	0.2839	-0.3025	0.3928
O	3.6953	6.4195	23.9045	-0.0168	-0.2669	0.0058
O	6.292	18.114	28.306	0.2629	0.5732	-0.0299
O	1.8891	17.4864	25.6718	-0.4553	0.3683	-0.1639
O	1.4553	7.1243	24.9652	-0.2513	-0.3736	-0.1753
O	5.1564	13.4603	26.2056	0.3848	0.0014	0.0794
O	14.0592	13.13	27.3153	0.0676	-0.3945	0.1158
O	10.0751	2.8353	26.245	-0.0566	-0.0225	-0.3268
O	3.5789	6.9134	21.212	0.1788	-0.4009	-0.0963
O	13.4303	3.162	21.5952	0.3986	0.5385	0.0397
O	3.7638	14.8696	28.0613	-0.3547	-0.0056	0.0064
O	4.3485	10.9562	25.941	-0.3718	0.0719	-0.0062
O	13.739	13.984	21.7573	-0.5047	-0.039	0.463
O	10.8163	7.9755	26.4169	0.2928	0.4276	-0.2249
O	8.8749	13.4539	21.496	-0.0601	0.0667	0.0641
O	11.4484	5.4512	21.8323	-0.0428	-0.0021	0.0456
O	6.0453	9.0297	26.5991	0.3738	0.2594	-0.3483
O	9.9079	16.6738	27.2477	-0.5776	-0.0419	0.1491
O	15.94	8.5675	26.1612	-0.0737	0.1985	-0.011
O	6.0005	7.2967	28.4768	-0.7054	0.08	-0.0041
O	-0.2992	19.2101	29.138	-0.2349	0.0856	-0.3054
O	6.3539	6.4395	26.0223	-0.5714	-0.3485	-0.0894
O	10.613	11.4303	21.6148	0.3112	-0.0937	0.4083
O	0.212	12.7111	28.3898	-0.1698	-0.3415	-0.1266
O	5.5141	13.4896	29.2686	0.1374	-0.0357	-0.32
O	11.3804	6.3974	24.3268	-0.3428	0.5133	-0.2085
O	2.1798	3.4552	26.978	-0.6965	0.2083	0.2362
O	1.9419	8.7059	21.7769	0.0578	-0.1361	0.2309
O	14.1818	7.8797	21.5494	0.2284	0.1228	0.2854
O	9.4238	9.8539	28.0561	0.0356	0.287	-0.3368
O	6.1529	18.4165	25.7442	0.6603	-0.1213	-0.0506
O	5.0965	16.8203	21.6651	0.2323	0.0113	0.1811
O	9.4724	14.4736	28.525	-0.2084	-0.4229	-0.0588
O	15.726	12.7397	20.9834	0.2543	-0.0251	-0.0913
O	-0.0936	13.9601	26.1129	-0.0758	0.2578	-0.1844
O	3.1551	5.9521	26.4758	-0.1096	0.2699	0.4672
O	3.4065	15.2983	25.542	-0.2095	-0.3794	-0.3294
O	14.3473	4.5405	28.0399	-0.0684	-0.3034	-0.4532
O	2.4288	5.7688	29.2928	-0.1445	0.0216	-0.1779
O	11.6758	12.432	28.1538	-0.4416	-0.4774	-0.2187
O	9.2596	4.0289	28.3152	0.1496	-0.5369	-0.0509
O	12.0813	13.0373	25.5577	0.2606	-0.5273	-0.381
O	8.3511	18.4727	21.8309	-0.3595	0.2458	0.2742
O	3.1435	2.3256	21.6304	0.1826	0.0499	0.4478
O	15.5868	13.7266	23.5451	-0.5436	-0.1316	0.2738
O	12.175	3.8969	23.7826	-0.2607	-0.1274	0.7495
O	3.9524	17.8455	27.2149	0.0326	-0.0988	0.3932
O	0.0819	10.4538	21.7827	-0.4112	-0.2263	0.2929
O	9.8467	14.3915	25.8597	-0.7983	-0.1627	-0.2732
O	11.8999	14.9799	20.4877	0.0183	-0.3067	0.4342
O	11.8626	17.3563	25.7234	0.6993	-0.0716	0.1122
O	10.0125	16.5593	21.2741	-0.293	-0.274	0.0529
O	7.936	8.3786	21.774	-0.0707	0.3136	0.2033
O	15.3051	9.5662	28.4772	0.3653	0.181	-0.1924
O	10.8893	2.6342	21.879	-0.021	0.2796	-0.2976
O	7.8778	16.4014	29.3761	-0.0432	0.048	-0.2317
O	15.3659	15.0691	28.3695	0.1939	0.3559	-0.1054
O	9.5903	6.7828	20.7144	-0.1003	0.0119	0.3597
O	1.554	12.8536	24.3835	-0.0814	-0.2562	0.2888
O	15.5298	7.5629	23.7449	0.0044	-0.0387	0.1586
O	10.2916	13.023	23.6383	-0.0081	-0.0459	-0.0535
O	8.4098	11.3297	22.9459	0.1683	-0.4016	0.2887
O	12.6106	17.5864	23.271	0.4584	-0.1843	0.0137
O	3.1814	16.8219	23.455	-0.1962	-0.3007	-0.1193
O	5.015	2.4292	23.4215	0.2678	0.0335	-0.1405
O	7.1165	9.3346	23.9784	0.2116	0.0689	0.4481
O	4.2722	12.3004	20.786	0.0871	-0.0609	0.2066
O	0.8969	9.5338	24.0899	0.2214	0.4199	0.5395
O	4.2778	4.3278	28.2289	0.6421	0.0901	0.0029
O	-0.1955	15.3219	21.5273	0.3819	0.0269	0.4109
O	10.8215	5.3512	26.7205	0.3118	-0.0177	0.3638
O	12.5131	6.0971	28.8502	0.0392	-0.3826	-0.0034
O	3.642	8.4249	25.7115	-0.2595	0.1194	-0.4423
O	11.8802	14.8541	27.4074	0.2203	0.5921	0.2277
O	13.0811	6.3881	26.315	0.2488	-0.0286	-0.3102
O	14.8095	7.0837	28.0747	0.1646	-0.0478	0.287
O	2.2409	11.1275	29.1463	-0.1047	0.2133	-0.3935
O	2.5011	11.0695	22.706	0.2776	-0.1394	-0.0141
O	7.7556	6.6861	23.8682	0.2564	0.0539	-0.0777
O	6.3991	11.7916	24.5135	0.3287	0.2057	0.3698
O	8.4976	4.9237	25.8268	-0.1193	0.1209	0.0011
O	5.5857	7.714	22.7035	-0.0672	0.2986	0.119
O	8.3211	7.6887	27.205	0.0164	-0.1729	-0.2065
O	10.0375	17.3329	23.7502	-0.5599	-0.1231	0.4476
O	5.7061	16.0012	26.7133	0.6285	-0.1767	-0.1266
O	13.6933	5.875	23.1502	0.1531	-0.2745	0.0013

Results
total energy: -82018.379 eV
total energy less fixed offsets of O -438.35, Si -107.03 eV per atom: 1.141 eV
